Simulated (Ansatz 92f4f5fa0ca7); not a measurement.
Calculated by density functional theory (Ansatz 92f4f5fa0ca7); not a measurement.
Periodic cell of 372 atoms, Si256O116, from a study of silicon, its oxide and their interface. The atomic structure is a simulated model.

Settings: functional r2SCAN; potential files Ansatz PAW; basis plane waves; wave-function cutoff 800 eV; density cutoff ratio 5; exchange-correlation grid ratio 1; k mesh 1 x 1 x 1, Gamma-centred; self-consistency stop 1e-10 eV per atom in the density residual; occupations fixed; spin none; net charge 0.

Cell vectors (angstrom)
a 16.332 0 0
b 0 16.332 0
c 0 0 24.9076

Atoms and the computed forces on them: element, x, y, z (angstrom), force x, y, z (eV/angstrom)
Si -0.5784 0.4185 0.2296 0.0168 -0.0245 -0.0809
Si 2.7746 2.437 0.0073 -0.0146 0.0107 -0.1169
Si -0.4695 5.5916 0.0371 0.0117 -0.0217 -0.1128
Si 2.235 8.268 -0.0433 0.0188 -0.0258 -0.1158
Si 0.1545 10.647 -0.2683 -0.0199 0.0202 -0.1164
Si 2.8054 13.7142 -0.1391 0.0193 0.0107 -0.1452
Si 5.1238 0.3535 0.1392 0.023 -0.0118 -0.1225
Si 7.6303 2.8131 -0.0422 -0.0046 -0.0276 -0.1293
Si 5.3366 4.9349 -0.198 -0.0226 0.0055 -0.1367
Si 8.3238 8.2237 0.4379 0.0013 -0.0023 -0.0767
Si 6.3894 10.477 -0.2869 0.004 0.0252 -0.1461
Si 8.8336 12.9308 0.1648 -0.0265 0.0143 -0.0972
Si 11.1448 -0.4383 -0.0148 -0.0166 0.0038 -0.1446
Si 14.013 2.0734 0.1584 -0.0292 0.014 -0.1206
Si 10.2483 5.8244 -0.1339 0.0053 -0.0195 -0.168
Si 13.736 7.8733 0.1351 -0.0258 0.0224 -0.1047
Si 10.6308 11.2661 0.2237 0.033 -0.031 -0.0923
Si 13.4488 13.8181 0.3532 0.0168 -0.0155 -0.101
Si 1.26 1.3042 1.3743 -0.0007 -0.0008 0.0068
Si 3.949 3.9739 1.3867 0.0042 0.0005 0.0095
Si 1.1396 6.7477 1.3391 -0.0014 0.0011 0.0109
Si 3.9416 9.3588 1.201 0.0176 0.0118 -0.0357
Si 1.3829 12.2215 1.0854 0.0013 0 0.0078
Si 4.1384 14.9262 1.3291 -0.0028 0.0043 0.0073
Si 6.6454 1.4175 1.5359 0.0029 -0.0008 0.0057
Si 9.3121 4.0596 1.1507 -0.0023 -0.0001 0.0057
Si 6.8091 6.9251 1.5803 -0.0159 -0.0133 -0.0331
Si 9.7103 9.6137 1.6049 -0.0026 0.0026 0.0084
Si 7.0275 12.0452 1.3729 -0.003 -0.0016 0.0114
Si 9.5379 14.8513 1.3255 0.0007 -0.002 0.0074
Si 12.1727 1.2498 1.3223 0.0004 -0.0035 0.0088
Si 14.8344 3.9562 1.3452 0.0007 -0.0013 0.0062
Si 12.0816 6.6817 1.2681 -0.0023 -0.003 0.0074
Si 14.9711 9.5275 1.2624 0.0032 0.0006 0.0046
Si 12.2383 12.2639 1.5586 -0.002 0.0016 0.0057
Si 14.9506 15.0358 1.58 -0.0008 0.0006 0.0061
Si -0.0154 2.7491 2.7408 0.0013 0.0001 -0.0015
Si 2.6956 -0.0678 2.6961 0.0012 -0.0042 -0.0003
Si -0.0794 8.1798 2.7258 -0.0009 -0.0006 -0.0008
Si 2.6318 5.454 2.6556 -0.0001 -0.002 -0.0035
Si 0.0782 13.5492 2.6409 0.0011 -0.0032 -0.0019
Si 2.7168 10.8827 2.5524 -0.0027 0.0066 0.0035
Si 5.3267 2.7579 2.8763 -0.0016 -0.001 -0.0021
Si 8.1291 -0.0541 2.6435 -0.0015 0.001 -0.0036
Si 5.3151 8.2079 2.7806 0.0013 0.0006 0.0029
Si 8.0871 5.3558 2.7496 0.0054 -0.0051 0.0017
Si 5.545 13.5134 2.596 0.0013 -0.001 -0.0026
Si 8.2281 10.8266 2.9293 -0.0021 0.0024 -0.0022
Si 10.7756 2.7268 2.5463 -0.0012 0.0014 -0.0015
Si 13.5056 0.0125 2.8623 -0.0016 0.001 -0.0025
Si 10.9733 8.0918 2.8052 0.0041 -0.001 -0.0023
Si 13.45 5.3382 2.6692 -0.0016 0.0021 -0.0001
Si 10.8629 13.6326 2.8719 -0.0005 0.0027 -0.001
Si 13.6496 10.8316 2.7319 0.0009 -0.0022 -0.0024
Si 1.3383 4.0983 4.0888 -0.0008 0.0008 0.0006
Si 4.0062 1.3083 4.1239 -0.0003 0.0008 -0.0002
Si 1.3712 9.5299 4.0091 0.0013 -0.0013 -0.0003
Si 4.0008 6.7808 4.0801 -0.0011 -0.0001 -0.0006
Si 1.3696 14.9175 4.07 -0.0012 0.0012 0.0004
Si 4.0951 12.22 3.9616 0.0002 -0.0002 0.0002
Si 6.7438 4.0832 4.1821 -0.0008 0.0005 -0.0004
Si 9.4888 1.3476 3.9941 0.0001 0.0002 -0.0003
Si 6.7541 9.496 4.1489 0.0018 -0.0011 -0.0002
Si 9.4913 6.7529 4.0827 -0.0029 0.0003 0
Si 6.8125 14.9129 4.0353 -0.0012 -0.0004 0
Si 9.5356 12.2583 4.22 0.0015 -0.002 -0.0005
Si 12.1224 4.0165 4.0473 0.0003 -0.0009 0.0001
Si 14.9364 1.3908 4.1033 0.001 -0.0009 -0.0012
Si 12.3146 9.4773 4.1386 -0.0029 0.0011 0
Si 14.87 6.764 4.0179 0.0011 -0.002 -0.0003
Si 12.2146 14.9788 4.2219 0.0002 -0.0018 -0.0002
Si 15.021 12.2292 4.0473 -0.0005 0.0015 0.0001
Si -0.0106 -0.0082 5.4128 -0.0005 -0.0002 0.0007
Si 2.6782 2.713 5.4571 -0.0009 0.0005 0.0006
Si -0.0505 5.4557 5.4083 0.0005 -0.0009 0.0001
Si 2.692 8.1779 5.4276 -0.0003 -0.0005 0.0002
Si 0.0364 10.8698 5.4221 -0.0004 -0.0001 0.0007
Si 2.7713 13.5797 5.3933 0 0.0001 0.0003
Si 5.4445 -0.0429 5.4236 -0.0005 -0.0002 0.0005
Si 8.1518 2.685 5.4405 -0.0001 0 0.0009
Si 5.384 5.466 5.4909 -0.0009 -0.0003 0.0003
Si 8.1283 8.1146 5.4542 -0.0003 -0.0008 0.0001
Si 5.4264 10.9192 5.4297 0 0.0004 0.0007
Si 8.1567 13.6411 5.4919 -0.0003 -0.0007 0.0001
Si 10.8377 0.0551 5.4772 -0.0005 -0.0004 -0.0003
Si 13.5458 2.7253 5.4314 -0.0003 -0.0004 0.0005
Si 10.84 5.4007 5.463 -0.0002 0 0.001
Si 13.6316 8.1142 5.4908 -0.0005 0.0002 0
Si 10.9315 10.863 5.4788 -0.0003 0 0.0001
Si 13.6589 13.5983 5.4471 0.0003 0.0003 0.0009
Si 1.3341 1.3535 6.8062 -0.0001 -0.0004 0.0009
Si 4.0444 4.061 6.827 0.0005 -0.0005 0.0012
Si 1.3366 6.8046 6.7805 -0.0007 0.0003 0.0006
Si 4.097 9.5321 6.7739 -0.0004 0.0001 0.0003
Si 1.398 12.2469 6.77 -0.0004 -0.0004 0.0005
Si 4.0963 14.9407 6.7986 -0.0002 -0.0007 0.0006
Si 6.8053 1.3356 6.8082 0 -0.0005 0.0008
Si 9.4972 4.044 6.8455 0.0003 -0.0004 0.0011
Si 6.7761 6.7958 6.8488 -0.0001 -0.0006 0.0006
Si 9.5027 9.51 6.7806 0.0004 0.0002 0.0012
Si 6.7843 12.2797 6.8069 -0.0006 0 0.0012
Si 9.5017 15.0149 6.8408 -0.0007 0 0.0012
Si 12.2253 1.3859 6.8407 -0.0003 0.0006 0.0012
Si 14.9332 4.0719 6.7649 0 0.0002 0.0008
Si 12.2348 6.7645 6.8147 -0.0003 -0.0014 0.0015
Si 15.0173 9.4976 6.8085 0.0004 -0.0004 0.0012
Si 12.2954 12.2523 6.805 -0.0006 -0.0006 0.0012
Si 14.9822 14.9978 6.813 -0.0002 -0.0002 0.0012
Si -0.027 2.7318 8.1493 0.0001 0.0002 0.0008
Si 2.7266 -0.0084 8.1433 -0.0003 -0.0002 0.0014
Si 0.0369 8.1453 8.1878 -0.0007 -0.0001 0.0008
Si 2.6893 5.4402 8.1747 -0.0002 -0.0005 0.0008
Si 0.0457 13.6394 8.1292 0.0001 -0.0003 0.001
Si 2.7862 10.9184 8.1279 0.0004 0.0003 0.0014
Si 5.436 2.7087 8.1696 -0.0007 -0.0001 0.0005
Si 8.1698 0.0319 8.2256 0.0001 0.0004 0.0015
Si 5.4458 8.1969 8.1835 0.0001 -0.0002 0.0009
Si 8.1311 5.4192 8.1992 0.0002 -0.0001 0.0011
Si 5.4812 13.6452 8.1977 -0.0002 0 0.0013
Si 8.1619 10.9131 8.1365 0 -0.0004 0.0009
Si 10.8828 2.7224 8.2389 -0.0008 -0.0001 0.0008
Si 13.6186 0.0435 8.1901 0.0003 -0.0009 0.0008
Si 10.8649 8.1604 8.1302 -0.0002 0.0001 0.0013
Si 13.6092 5.3941 8.162 -0.0005 -0.0003 0.0008
Si 10.9225 13.6482 8.1387 0.0001 -0.0005 0.0011
Si 13.6589 10.9007 8.1426 0 -0.0002 0.0006
Si 1.3185 4.0794 9.5472 0.0002 0 -0.0001
Si 4.0943 1.3255 9.5237 0.0009 0.0006 0.0003
Si 1.4569 9.5451 9.4587 -0.0005 -0.0007 -0.0004
Si 4.0886 6.7978 9.5188 0.0005 -0.0002 0.0002
Si 1.3815 14.9841 9.5338 -0.0001 -0.0001 0.0004
Si 4.1347 12.277 9.529 -0.0003 -0.0005 0.0002
Si 6.7629 4.0722 9.5738 0.0004 0.0002 0.0006
Si 9.5464 1.3521 9.6228 0.0001 -0.0005 -0.0002
Si 6.8135 9.5796 9.5317 -0.0009 -0.0004 -0.0003
Si 9.5281 6.8069 9.511 -0.0003 -0.0005 0.0003
Si 6.8143 15.0276 9.5873 0.0001 -0.0007 0.0005
Si 9.5426 12.2906 9.4724 -0.0003 -0.0003 0.0005
Si 12.2724 4.071 9.5849 -0.0001 -0.0004 0.0014
Si 14.9996 1.4007 9.5708 -0.0012 -0.0005 0.0009
Si 12.2338 9.5617 9.44 -0.0007 0.0004 0.0009
Si 15.006 6.7149 9.4995 0.0012 -0.0008 0.0005
Si 12.2472 15.0197 9.5337 -0.0003 0.0003 0.0003
Si 15.0112 12.2995 9.4849 -0.0014 0.0001 0.0012
Si 0.0142 -0.0038 10.9202 -0.0018 -0.0008 -0.0017
Si 2.6995 2.6711 10.8368 0.0018 0.0009 -0.0006
Si -0.0016 5.4106 11.0064 0.0009 0.0022 -0.0004
Si 2.7644 8.1827 10.8632 -0.0024 -0.001 -0.0002
Si 0.1386 10.9661 10.7445 0.0001 -0.0004 -0.0001
Si 2.8266 13.6872 10.8743 0.0007 -0.0008 0.0001
Si 5.4386 0.0317 10.9845 -0.0008 0.0004 0.0004
Si 8.1197 2.6985 10.9259 -0.0013 0.002 -0.001
Si 5.4176 5.4644 10.9489 0.0017 -0.0028 -0.0008
Si 8.207 8.2219 10.8502 0.0005 0.0014 -0.0005
Si 5.4748 10.9393 10.928 -0.0007 -0.0007 -0.0004
Si 8.2529 13.6868 10.8677 0.0001 -0.0006 0
Si 10.9475 0.0086 11.0144 0.0017 -0.0009 -0.0011
Si 13.6726 2.7567 10.9835 -0.0007 -0.0012 0.0005
Si 10.8845 5.4559 10.8857 -0.0023 -0.0007 0.0004
Si 13.5949 8.1297 10.6743 0.0021 0.0007 -0.0004
Si 10.9056 10.9496 10.8343 -0.0001 0 -0.0013
Si 13.6242 13.668 10.8522 -0.001 0 -0.0007
Si 1.4317 1.303 12.2791 0.003 0.0003 -0.0019
Si 3.9712 4.0476 12.2185 -0.0067 -0.0033 0.001
Si 1.3732 6.8968 12.2539 0.0045 -0.0033 0.0009
Si 4.1202 9.5069 12.258 -0.0029 0.0019 -0.002
Si 1.5077 12.3021 12.1699 -0.0018 -0.0001 0.0006
Si 4.1179 14.9993 12.3904 0.0011 0.0029 -0.002
Si 6.7727 1.3989 12.3796 -0.006 0.0008 0.0009
Si 9.5162 4.0482 12.2123 0.0022 -0.008 -0.0003
Si 6.8761 6.8818 12.224 -0.0021 -0.0029 -0.0028
Si 9.5732 9.6032 12.2186 0.0013 -0.0019 -0.0045
Si 6.8814 12.3752 12.2023 0.0011 0.0008 -0.0014
Si 9.5663 14.9701 12.3784 0.0003 0.0008 -0.001
Si 12.42 1.3344 12.3649 -0.005 0.0018 0.0001
Si 14.9693 4.0766 12.4811 -0.0013 0.0014 -0.0052
Si 12.2699 6.8889 12.1495 -0.0026 -0.0016 -0.0015
Si 15.0587 9.4917 11.8284 -0.0021 -0.0005 -0.0005
Si 12.2435 12.3415 12.1969 0.0016 -0.0024 -0.0013
Si 14.9469 14.9884 12.2875 0.0021 0.0004 0.0002
Si -0.0316 2.4448 13.6922 -0.0026 -0.0024 0.0138
Si 2.7394 -0.0105 13.8061 0.0013 -0.0043 0.0056
Si -0.0668 8.3223 13.4393 0.0008 0.001 0.005
Si 2.6494 5.4621 13.5854 -0.0127 -0.0027 -0.0735
Si 0.1133 13.6597 13.4898 -0.0004 0.0003 0.0058
Si 2.7544 10.8752 13.5862 0.001 -0.0009 0.0078
Si 5.2942 2.7416 13.6735 -0.0199 -0.0217 -0.0354
Si 8.1143 -0.0007 13.7393 -0.0028 0.0047 0.0106
Si 5.6737 8.3483 13.6132 0.0056 0.0052 0.0106
Si 8.334 5.5875 13.5286 0.0042 0.0008 0.006
Si 5.5639 13.6594 13.6842 -0.0043 -0.0018 0.006
Si 8.2984 11.0738 13.5186 -0.0012 -0.0015 0.0068
Si 10.8678 2.6338 13.5252 -0.01 -0.0158 -0.028
Si 15.6245 0.6854 15.1576 0.0075 -0.0371 -0.1047
Si 11.0152 8.3324 13.5613 -0.0041 0.0032 0.0069
Si 13.6141 5.7052 13.6718 0.0022 0.0012 0.014
Si 11.0114 13.6305 13.7808 0.0034 -0.0031 0.0112
Si 13.7823 10.8804 13.1025 0.0027 -0.0006 0.0021
Si 1.2601 3.4719 15.2937 0.0214 -0.009 -0.141
Si 3.8474 1.6439 15.1537 -0.0393 -0.0025 -0.156
Si 0.778 10.1054 14.6496 -0.0116 0.0208 -0.0968
Si 4.8296 7.0011 15.2652 0.0278 -0.0167 -0.152
Si 1.0363 15.2113 15.0032 -0.0271 0.0358 -0.0804
Si 4.4438 11.9725 14.8107 0.0152 -0.0143 -0.0951
Si 6.9997 4.8964 15.3042 -0.0148 0.0178 -0.1512
Si 9.7886 1.1191 14.8961 0.0117 -0.0355 -0.118
Si 6.8364 9.9502 14.8635 -0.0272 0.0161 -0.1125
Si 9.9891 6.6396 14.792 0.033 -0.026 -0.084
Si 7.0918 14.7711 15.183 0.009 -0.016 -0.177
Si 9.3748 12.507 15.0238 -0.0054 0.0187 -0.1502
Si 11.8281 5.1066 15.0791 -0.0238 0.0036 -0.1458
Si 13.7243 -0.0511 13.9023 -0.0012 0.0009 0.0067
Si 12.8365 9.3927 14.5791 0.0141 -0.0364 -0.0788
Si 14.4692 7.6119 14.7526 -0.0167 0.0155 -0.1132
Si 12.0461 15.2374 15.202 -0.0145 0.0216 -0.1498
Si 15.4083 11.8461 14.4407 0.0279 -0.0151 -0.0629
Si -9.2346 -1.6578 18.2849 -0.0022 -0.025 -0.2967
Si 42.6363 -24.4953 21.0438 -0.0138 0.0261 -0.2865
Si -3.3938 10.6693 20.2487 0.0324 -0.002 -0.3045
Si 13.3101 18.125 21.9719 -0.0159 0.0182 -0.281
Si 21.0944 23.499 20.0285 0.037 0.0532 -0.2987
Si -3.4264 13.5076 20.8002 -0.0496 -0.0108 -0.2993
Si 8.6261 0.1233 20.4932 -0.0385 0.0146 -0.2741
Si -33.7764 -3.5431 22.8256 -0.0443 0.0365 -0.257
Si 2.4538 -3.1372 16.9492 -0.0383 0.0133 -0.2727
Si 0.7922 -1.1061 23.0019 0.0354 -0.0082 -0.2227
Si -5.0521 15.7939 21.9107 0.0049 -0.0408 -0.2658
Si 12.7216 20.5337 20.5454 0.0198 0.0248 -0.2741
Si 7.2407 -3.8277 22.5572 0.0057 -0.0019 -0.2885
Si 10.2732 5.3668 21.6628 -0.0118 -0.0126 -0.2908
Si 11.9432 -6.8897 22.9284 -0.0082 -0.0242 -0.3108
Si 20.4492 -2.2248 19.4372 0.0032 -0.0411 -0.3211
Si 21.9546 -12.0613 19.4219 0.0147 -0.0003 -0.2353
Si -4.9089 25.0699 18.3973 0.0113 -0.0063 -0.285
Si 37.4933 -14.3921 20.6895 0.0081 0.0347 -0.2826
Si -7.8782 27.1857 20.1979 0.0215 -0.031 -0.2872
Si -14.8569 10.3875 17.4835 -0.0099 0.0063 -0.2284
Si 5.541 2.0199 17.7546 -0.0059 -0.0268 -0.3103
Si 3.3878 6.2236 22.6756 0.044 0.0198 -0.2816
Si 15.4513 3.1273 20.5658 -0.032 0.0113 -0.3215
Si -6.8599 12.6359 18.0298 0.0206 0.0074 -0.2697
Si 8.6172 -13.0505 19.9565 -0.0259 0.0042 -0.2778
Si -9.6657 8.9811 18.9027 0.0039 -0.0284 -0.2409
Si 15.5924 2.7829 17.4045 0.0335 -0.0556 -0.325
Si -2.2579 23.6889 17.781 0.0362 -0.0026 -0.2341
Si -2.727 -21.3077 16.6882 0.0125 0.0046 -0.2496
Si -17.3888 9.8411 18.7819 0.0479 -0.0318 -0.2508
Si -19.452 4.5776 17.7362 0.0029 0.0496 -0.2834
Si 20.3325 25.0085 17.7022 -0.0316 0.0189 -0.2556
Si -7.5457 8.4344 16.9603 -0.0183 -0.034 -0.2612
Si 6.9627 -15.5242 22.7502 -0.0041 -0.0039 -0.2955
Si 8.3927 35.533 17.1253 0.0116 0.0021 -0.2772
Si 3.0585 16.0983 21.244 0.0549 0.0175 -0.2475
Si 4.489 -2.5795 22.2574 0.0047 0.0239 -0.2783
Si -4.0749 13.821 17.9949 -0.0117 -0.0009 -0.3148
Si 17.5366 4.1359 22.6834 -0.0193 -0.0165 -0.2617
O -8.941 9.1991 -0.5127 0.017 -0.0182 0.0683
O 12.5274 -8.4872 -7.293 -0.0379 0.0235 0.1024
O -4.4536 14.2897 -3.1433 -0.0285 0.0437 0.115
O 4.0726 15.3272 -2.6546 0.0151 -0.0253 0.1181
O 7.805 16.102 -3.0657 -0.0437 0.0111 0.1556
O 8.0235 13.3499 -6.743 -0.0147 0.0113 0.0962
O -5.6771 -2.606 -6.6606 -0.0032 0.0058 0.0952
O 6.0198 8.1833 -4.7614 -0.0249 -0.0329 0.1145
O -8.3992 15.7339 -5.7069 0.0582 0.0669 0.167
O 5.6485 14.3254 -5.9736 -0.0647 -0.0053 0.12
O 3.9466 17.6943 -0.4522 -0.0067 0.006 0.0654
O -19.8745 12.3373 -7.2678 -0.0299 0.044 0.1262
O 6.0765 6.1268 -9.0252 -0.0062 -0.0078 0.0782
O 10.6031 -0.1944 -1.5573 -0.0065 0.0099 0.2008
O 9.1863 7.0814 -8.7374 -0.0393 0.0635 0.1334
O -10.3682 1.6266 -3.1331 0.0664 -0.0422 0.1633
O 4.8636 10.0065 -0.0151 -0.0292 -0.0189 0.0639
O 7.1174 18.2282 -7.5107 -0.0344 -0.0039 0.0998
O 4.0662 13.1882 -4.1248 0.0116 -0.0103 0.2028
O 5.5246 9.1973 -7.1282 0.0377 -0.006 0.1174
O 1.6446 14.4827 -8.5401 0.051 -0.0644 0.1253
O 16.4537 -18.8541 -2.2701 0.0057 0.0072 0.079
O 12.5364 -1.5593 -8.208 0.0077 -0.0602 0.2002
O 9.5109 -12.2429 -3.8876 0.048 0.0555 0.1299
O 9.2151 7.0883 -0.3704 -0.0143 0.0159 0.0709
O 6.1083 16.2657 -1.1021 -0.0544 -0.0074 0.1537
O 15.525 1.2995 -8.2027 -0.0111 0.0834 0.1625
O 2.8499 7.4149 -1.2913 -0.049 0.0705 0.1448
O 15.8149 19.1455 -5.9041 -0.0075 0.0224 0.2764
O 20.0237 13.0742 -1.4019 -0.067 -0.013 0.1687
O -0.4649 27.6577 -1.6738 0.042 -0.0511 0.1277
O -6.9736 2.0305 16.1609 -0.0529 0.0668 0.1519
O -12.2303 -9.3867 21.4407 -0.0818 -0.0551 0.2246
O -1.9818 4.3432 20.7102 0.0157 -0.017 0.0976
O 22.4239 -2.7224 22.3092 0.0214 -0.0169 0.0932
O -23.4441 3.2778 18.449 0.0137 0.0163 0.2013
O 5.978 22.6696 25.1824 0.0226 0.0265 0.0643
O 9.375 6.6788 21.2845 0.0119 -0.0333 0.0977
O 3.8689 5.9634 14.5122 0.0333 0.0197 0.0704
O -1.8403 12.3183 15.7305 -0.0569 -0.0089 0.1208
O -7.7939 18.0595 20.3573 0.0001 -0.0493 0.1012
O -5.0923 10.6811 23.6972 -0.0507 0.0702 0.1549
O 1.4095 11.9681 17.12 0.006 -0.0173 0.0876
O 0.454 3.4524 21.4135 0.0843 0.0381 0.1666
O -8.3976 18.1923 23.5441 0.0176 0.0652 0.1529
O -2.013 -3.2516 21.4898 0.0929 -0.0189 0.1627
O 19.3411 -6.388 17.6862 0.0312 -0.0204 0.0796
O -3.8972 3.9193 18.9734 -0.0243 -0.0271 0.2119
O 7.8357 9.3788 16.0372 0.0605 -0.0459 0.1435
O 5.2522 17.6725 19.2082 -0.0331 -0.0071 0.2117
O 12.6096 16.7025 21.7707 0.0017 0.0082 0.0819
O 5.328 5.8252 19.3499 -0.0149 0.0116 0.0966
O 5.2693 19.9489 17.962 0.0043 0.0377 0.1419
O 3.6674 -8.539 19.0082 0.0245 -0.0634 0.1646
O 16.0447 -0.0466 23.5644 -0.0383 0.0424 0.1233
O 12.76 -6.4242 21.6311 -0.0473 -0.0487 0.2162
O 17.8923 4.9467 14.6935 -0.0182 -0.0198 0.0619
O 10.8625 0.0125 15.4573 0.003 -0.0037 0.0556
O 26.0193 11.977 16.5432 -0.0022 0.0034 0.2076
O 12.5834 -5.9827 15.9165 0.0064 0.0543 0.1328
O 14.891 8.2661 18.8404 0.0081 0.0291 0.1022
O 16.4224 21.1884 23.6026 -0.0482 0.0501 0.1439
O 12.1465 21.4549 16.6657 0.0568 -0.0354 0.1826
O 9.5331 -21.1894 19.1577 -0.0336 -0.0597 0.1536
O 3.1632 -19.2376 18.3532 0.0831 0.0505 0.2038
O 17.257 -6.759 16.1994 0.0236 0.0021 0.1645
O 5.6029 10.935 15.3962 0.0002 -0.004 0.0567
O 10.1992 9.11 17.3975 0.0562 0.0092 0.1226
O 3.9166 7.7658 16.3676 -0.0328 0.0527 0.1613
O 7.9194 4.2758 16.4754 0.0268 -0.0673 0.1313
O 19.7044 -0.8245 19.7697 -0.0295 0.0496 0.1505
O -4.1001 12.098 20.4132 0.0131 0.0222 0.1039
O 18.5227 5.2887 22.1293 -0.0096 -0.0083 0.094
O 31.0337 -5.9151 17.3893 0.0292 -0.0373 0.143
O 23.1212 -1.1345 16.7463 0.0013 -0.0037 0.2365
O 7.1503 3.9619 19.8511 0.0202 -0.0069 0.094
O 8.0259 -20.6619 21.2359 -0.0615 0.0732 0.1935
O 6.463 11.2396 23.1918 -0.0181 -0.0488 0.1467
O -9.1931 10.4445 19.3533 0.0355 0.0454 0.116
O -4.0529 19.2221 21.3697 0.0117 -0.0646 0.1134
O 1.8675 14.9266 24.1705 0.0339 -0.0312 0.1082
O -5.5094 8.422 22.3884 0.0563 0.03 0.1587
O 14.7943 6.7488 24.4531 0.0024 0.0005 0.0522
O -3.3284 8.6474 23.8162 0.0613 -0.0527 0.1439
O 2.0503 3.0628 23.571 0.0466 -0.0482 0.1376
O 0.5484 10.0554 18.7685 -0.043 -0.0092 0.113
O 1.2288 25.7768 24.2517 -0.0004 -0.0009 0.0487
O 1.5339 -0.4759 21.7067 -0.0708 -0.0275 0.1291
O -2.096 -3.2388 24.0478 -0.0441 0.0286 0.1402
O 10.8447 -8.3513 19.6918 -0.0564 -0.0253 0.1935
O -12.9184 1.3351 21.1756 -0.0308 -0.0242 0.0884
O 6.534 20.2393 24.3121 0.0068 -0.0048 0.0661
O 3.6731 12.7856 15.9804 -0.0563 0.0375 0.1311
O -5.8469 5.2299 23.2623 0.0017 0.0151 0.2486
O 12.378 -17.8056 24.6072 0.0103 -0.0081 0.0708
O 2.653 19.0132 15.5704 -0.0015 0.0154 0.0608
O 10.1745 16.0188 20.7336 0.0593 -0.0089 0.1211
O 12.2169 10.0129 18.9636 0.0214 0.0387 0.1472
O 11.5535 3.5497 14.7052 0.0147 0.0311 0.0575
O -1.6298 -14.5274 21.1341 -0.0405 -0.0365 0.1215
O -19.0499 2.2427 23.4818 0.04 0.0037 0.2316
O -2.1402 -12.8247 17.027 -0.0152 0.0147 0.1031
O 0.4787 19.9343 16.7084 -0.054 0.0024 0.1446
O -1.521 7.3908 16.3414 -0.0161 -0.0144 0.1966
O 25.345 9.4731 20.8617 0.0241 -0.0308 0.105
O -2.2537 -10.5005 18.2906 -0.0032 -0.0249 0.0975
O 4.6494 1.352 16.5648 0.0772 0.0204 0.2003
O 11.7905 5.4318 21.035 -0.0466 0.0167 0.1098
O 4.4641 5.2613 23.3876 0.0417 -0.041 0.1346
O 21.0011 3.542 20.515 -0.0319 -0.0308 0.1144
O 8.3639 -3.168 23.5071 0.0597 0.0077 0.1658
O 6.058 -12.6349 14.7635 0.0309 0.0321 0.083
O 8.2801 13.6775 15.2957 -0.0015 -0.0007 0.0731
O -1.7879 10.6592 19.9619 -0.0643 0.0403 0.1381
O 7.9062 8.1262 18.2841 -0.0507 0.0157 0.144
O 13.0207 14.3016 19.3556 0.033 -0.0067 0.2159

Results
free energy: -229903.296 eV
free energy less fixed offsets of O -570.45, Si -639.56 eV per atom: -3.736 eV

The program warned: the cutoff lies below the one the program advises for these potential files; the forces do not sum to zero within the program's tolerance; empty levels may hold ghost states of the PAW files; the exchange-correlation potential is rough where the density is thin.
